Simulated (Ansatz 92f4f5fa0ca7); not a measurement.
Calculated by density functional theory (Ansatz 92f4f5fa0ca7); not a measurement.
Periodic cell of 212 atoms, Si132O80, from a study of silicon, its oxide and their interface. The atomic structure is a simulated model.
Doubt: the cutoff is far below the 930 eV that the study's wrapper takes by default for these files, so forces and energies are approximate.
This geometry differs little from another in the collection (a relaxation step or a small displacement).

Settings: functional PBE; potential files Ansatz PAW; basis plane waves; wave-function cutoff 580 eV; density cutoff ratio 5; exchange-correlation grid ratio 1; k mesh 1 x 1 x 1, Gamma-centred; self-consistency stop 5e-08 eV per atom in the density residual; occupations fixed; spin none; net charge 0.

Cell vectors (angstrom)
a 10.938 0 0
b 0 10.938 0
c 0 0 31.8925

Atoms: element, x, y, z (angstrom)
Si -0.5391 0.4983 24.5438
Si 5.8843 -0.2363 24.4779
Si 2.4204 3.0152 24.6953
Si 8.7622 2.2017 24.5817
Si 0.7669 4.7256 24.5759
Si 5.0343 5.9241 24.5086
Si 3.3821 7.6278 24.3723
Si 7.538 8.851 24.3388
Si 1.3042 1.3181 25.8122
Si 6.97 1.3159 25.8463
Si 4.1549 4.1327 25.8106
Si 9.6792 4.0722 25.6876
Si 1.5126 6.7496 25.6344
Si 6.8062 6.9668 25.68
Si 4.1507 9.5307 25.6288
Si 9.486 9.547 25.6179
Si 2.7476 -0.0708 27.054
Si 8.2783 -0.0727 27.1723
Si -0.0135 2.725 27.1685
Si 5.5316 2.7149 27.0994
Si 2.7616 5.4701 27.1628
Si 8.2259 5.5006 26.9969
Si 0.0177 8.16 26.9606
Si 5.4594 8.2288 27.1352
Si 4.1018 1.3673 28.4743
Si 9.5708 1.3673 28.4743
Si 1.3673 4.1018 28.4743
Si 6.8362 4.1018 28.4743
Si 4.1018 6.8362 28.4743
Si 9.5708 6.8362 28.4743
Si 1.3673 9.5708 28.4743
Si 6.8362 9.5708 28.4743
Si 0 0 29.8415
Si 5.469 0 29.8415
Si 2.7345 2.7345 29.8415
Si 8.2035 2.7345 29.8415
Si 0 5.469 29.8415
Si 5.469 5.469 29.8415
Si 2.7345 8.2035 29.8415
Si 8.2035 8.2035 29.8415
Si 1.3673 1.3673 31.2088
Si 6.8362 1.3673 31.2088
Si 4.1018 4.1018 31.2088
Si 9.5708 4.1018 31.2088
Si 1.3673 6.8362 31.2088
Si 6.8362 6.8362 31.2088
Si 4.1018 9.5708 31.2088
Si 9.5708 9.5708 31.2088
Si 2.7345 0 0.6835
Si 8.2035 0 0.6835
Si 0 2.7345 0.6835
Si 5.469 2.7345 0.6835
Si 2.7345 5.469 0.6835
Si 8.2035 5.469 0.6835
Si 0 8.2035 0.6835
Si 5.469 8.2035 0.6835
Si 4.1018 1.3673 2.0507
Si 9.5708 1.3673 2.0507
Si 1.3673 4.1018 2.0507
Si 6.8362 4.1018 2.0507
Si 4.1018 6.8362 2.0507
Si 9.5708 6.8362 2.0507
Si 1.3673 9.5708 2.0507
Si 6.8362 9.5708 2.0507
Si 0 0 3.418
Si 5.469 0 3.418
Si 2.7345 2.7345 3.418
Si 8.2035 2.7345 3.418
Si 0 5.469 3.418
Si 5.469 5.469 3.418
Si 2.7345 8.2035 3.418
Si 8.2035 8.2035 3.418
Si 1.3429 1.3753 4.7473
Si 6.827 1.3919 4.8005
Si 4.0425 4.1683 4.6996
Si 9.5863 4.1242 4.8739
Si 1.3013 6.8978 4.918
Si 6.8732 6.7763 4.6811
Si 4.0254 9.5819 4.8464
Si 9.5632 9.5918 4.7725
Si 2.56 0.0167 6.2359
Si 8.1971 0.0081 6.1526
Si 0.0851 2.7409 6.2153
Si 5.4092 2.8306 6.023
Si 2.7079 5.4129 6.1834
Si 8.1566 5.521 6.2077
Si -0.1243 8.3446 6.3435
Si 5.4813 8.0979 5.9784
Si 3.7206 1.7827 7.2445
Si 9.8744 1.0958 7.4273
Si 2.0198 3.5036 7.4781
Si 6.2433 4.6313 7.3038
Si 4.5975 6.3254 7.2439
Si 8.9337 7.3681 7.4664
Si 0.6191 10.3255 7.6072
Si 7.1505 9.1043 7.2506
O 0.8478 10.2413 9.2925
O 1.6925 3.8739 9.0855
O 9.272 1.844 8.8544
O 5.977 9.5642 8.3733
O 4.7093 1.1335 8.4254
O 4.4492 6.4919 8.9373
O 6.2392 4.4968 9.0154
O 9.3741 6.7392 8.9695
O 2.9681 2.2807 23.2857
O 5.3721 11.9264 23.4153
O 8.591 2.3009 22.8828
O 0.693 4.7982 22.9206
O 7.7898 8.2761 22.7751
O 3.1893 7.9367 22.7077
O 5.5326 5.4477 22.9662
O 10.4701 11.3167 22.8425
Si 8.6587 0.1606 19.2291
Si 12.0695 2.9315 13.0011
Si 5.592 -0.002 9.1721
Si 4.3224 1.8294 22.4858
Si 4.8449 4.8221 21.6203
Si 5.1311 5.3401 9.9198
Si 8.5893 7.2815 21.7809
Si 3.1321 8.7942 18.7245
Si 7.0397 -5.2106 19.755
Si 8.401 8.2025 19.0083
Si -2.2273 -0.2887 14.643
Si 9.4334 7.2275 10.518
Si 5.3565 2.387 14.838
Si 15.0875 8.3297 15.8889
Si 9.5783 1.4059 21.8972
Si 13.1398 2.3641 18.183
Si 11.0555 5.8274 21.8217
Si 2.7757 7.0595 21.3836
Si 6.6271 -3.6595 11.876
Si 14.2739 0.4907 19.9061
Si 2.8777 3.8553 15.4379
Si 9.7054 6.8873 16.5734
Si -0.0918 10.0394 10.6247
Si 11.4083 5.6831 12.2896
Si 7.1949 12.459 12.6799
Si 7.1763 7.8276 14.8051
Si 10.9101 3.4646 19.9359
Si 7.7202 1.6364 16.7756
Si 8.8988 4.1119 17.7848
Si 5.1213 -0.8411 11.9107
Si 8.4612 1.1553 10.0941
Si 3.504 10.7864 14.3565
Si 2.3406 4.1459 10.5524
Si 0.9075 -0.1703 18.7066
Si 0.5465 0.0223 13.4607
Si 1.559 6.741 14.9874
O 12.8172 -0.0931 14.3907
O 7.9673 2.1096 11.3546
O 8.5751 0.399 16.1175
O 3.8712 -2.8813 17.4748
O 10.6383 4.9648 20.4983
O 5.5714 -5.7277 20.1956
O 11.1751 7.1516 15.89
O 1.1609 6.9615 21.3406
O 1.7064 0.2242 20.1037
O 3.9578 4.3338 10.4693
O 9.9104 3.2175 18.6807
O 8.3771 -3.8434 15.6362
O -2.2762 0.5974 20.8032
O 9.1383 8.0872 20.4645
O 13.0673 13.9564 14.2708
O 10.032 -4.8225 11.5466
O 3.3696 5.531 21.4794
O 14.9247 10.1161 19.1856
O 1.9904 2.9133 11.5915
O 6.2361 0.2508 12.3527
O 9.8435 6.6249 22.5675
O 10.6194 2.3717 21.0975
O 7.6866 -1.5634 14.5349
O 6.3319 2.6332 13.5261
O 3.8711 -0.8427 12.9327
O 9.4656 -0.0182 10.6539
O 4.8823 3.1968 21.7759
O 12.4072 3.2969 19.314
O 4.2296 12.2235 14.453
O 7.833 9.7209 18.9134
O 11.0825 15.1696 12.9788
O 2.2113 5.3292 15.4664
O 7.6892 4.6147 18.7631
O 7.931 7.6189 10.9783
O 10.2586 -0.6938 14.2923
O 12.227 1.0743 17.6863
O 10.4151 8.4908 10.6561
O 14.4887 12.7115 18.9046
O 5.6715 7.8104 15.4997
O 0.7694 10.2965 11.9872
O 7.1224 -3.7757 18.9371
O 8.3676 3.1328 16.5966
O 1.6028 9.3194 18.2883
O 4.5102 3.7586 15.1907
O 6.234 1.7839 16.0959
O 10.2301 -0.1725 18.8261
O 5.6924 8.5922 11.8995
O 9.698 5.3477 17.1014
O 3.9865 0.7383 21.3386
O 8.3453 0.9096 13.6289
O 5.8313 6.0196 11.2297
O 3.1857 -3.1735 19.979
O 0.9985 6.7075 13.4463
O 7.8167 1.2827 18.3749
O 2.856 7.741 15.055
O 2.5892 3.2307 16.8981
O 7.0563 -3.9592 13.4167
O 7.776 5.9889 21.1916
O 1.666 5.5042 11.1822
O 0.2261 12.5409 13.1831
O 7.0638 0.5758 9.5253
O 9.5009 7.9066 17.8382
O 4.093 9.9357 15.6131
O 4.6464 -0.4342 10.4243

Results
free energy: -129409.940 eV
free energy less fixed offsets of O -568.88, Si -635.61 eV per atom: 0.980 eV

Forces (eV/angstrom), in the order of the atoms: element, x, y, z
Si 0.3455 -0.2561 -0.2669
Si -0.3512 0.8245 0.2259
Si 0.4691 -0.5023 -0.1496
Si -0.2988 0.2902 -0.3234
Si -0.3488 0.4369 0.0933
Si 0.5798 -0.4651 -0.2754
Si -0.4972 0.4247 -0.3279
Si 0.3635 -0.666 -0.2462
Si -0.0429 -0.063 0.0655
Si -0.0316 -0.044 0.0287
Si -0.0079 -0.0064 0.0198
Si -0.001 0.0943 -0.097
Si -0.1117 0.0398 -0.1397
Si -0.0548 -0.048 0.0171
Si 0.006 -0.0524 -0.0425
Si 0.043 0.0412 -0.0933
Si 0.0805 0.1492 -0.0199
Si -0.0218 0.0532 0.1435
Si 0.0686 -0.0393 0.1156
Si -0.128 -0.0521 -0.0139
Si 0.0535 -0.1008 0.0948
Si -0.0369 -0.0054 0.0743
Si 0.013 -0.0444 0.1268
Si -0.0399 -0.0504 0.0258
Si 0.0347 -0.1926 -0.47
Si 0.0749 -0.168 0.597
Si -0.0093 0.0381 0.3328
Si 0.3557 0.2862 -0.4132
Si 0.0948 0.2176 0.4136
Si 0.1733 0.0156 -0.7049
Si -0.1627 -0.3934 -0.596
Si -0.0144 -0.0476 0.42
Si -0.0493 0.1593 0.0097
Si 0.0488 0.0043 0.0153
Si -0.056 0.0304 -0.0101
Si 0.0293 -0.0379 0.0105
Si 0.0418 -0.028 0.0081
Si 0.0152 0.1237 -0.0142
Si -0.0108 -0.1144 0.0237
Si -0.1032 0.0424 -0.004
Si 0.0679 -0.0732 0.0205
Si -0.0986 0.0348 -0.0357
Si 0.0592 -0.0459 -0.0013
Si -0.0017 -0.0064 -0.027
Si -0.0191 0.0383 -0.014
Si 0.0612 -0.0902 0.0124
Si -0.0158 0.0609 -0.0432
Si 0.0504 -0.0627 -0.0011
Si 0.0553 0.0069 0.0358
Si -0.0465 0.0917 -0.0032
Si -0.0698 0.0709 -0.0099
Si 0.0785 -0.0643 0.0182
Si -0.0563 0.0426 0.0014
Si -0.006 -0.0133 0.0373
Si 0.0239 -0.0525 0.0127
Si -0.0775 0.0549 -0.0216
Si -0.0094 0.0201 -0.0285
Si 0.0622 -0.0425 0.0038
Si 0.0711 -0.1005 0.0118
Si -0.1413 -0.0051 -0.038
Si 0.1462 -0.0581 -0.0013
Si 0.0211 0.0751 -0.0405
Si -0.0621 -0.0065 -0.0138
Si -0.0055 -0.0889 0.0216
Si -0.1002 -0.0114 -0.3267
Si -0.3189 0.0195 0.4516
Si -0.1217 -0.0835 -0.4358
Si 0.2316 0.1622 0.4389
Si -0.0762 0.3166 0.6588
Si -0.0684 -0.0992 -0.8824
Si -0.35 -0.0733 0.5533
Si 0.2387 0.0678 -0.3744
Si -0.0355 0.0368 -0.0365
Si -0.0764 -0.0949 0.0202
Si 0.0823 -0.016 -0.1848
Si 0.0559 -0.025 0.0123
Si -0.0414 -0.065 -0.0364
Si -0.11 -0.0092 -0.1122
Si 0.1197 0.1059 -0.0282
Si -0.0748 0.0797 -0.1
Si -0.0072 -0.0502 0.0126
Si 0.0129 -0.0344 0.0298
Si 0.0672 0.0601 -0.0266
Si -0.0609 -0.0165 -0.0178
Si 0.0404 0.0571 0.1505
Si -0.0813 -0.0568 -0.0148
Si 0.0138 0.0166 0.0642
Si -0.0018 0.063 -0.0833
Si 0.6647 -0.4855 -0.1084
Si -0.448 0.5744 0.1122
Si -0.5401 0.4146 0.3334
Si 0.2273 -0.2463 0.4211
Si -0.283 0.3296 0.3512
Si 0.4163 -0.2662 0.3045
Si 0.4083 -0.4385 0.3391
Si -0.464 0.2218 -0.0208
O -0.0729 0.1274 -0.4295
O 0.059 -0.2321 -0.4506
O 0.3007 -0.1414 -0.4663
O 0.0778 0.0098 0.0394
O -0.1214 0.0036 0.1227
O 0.1699 -0.1695 -0.2699
O -0.1142 0.0879 -0.2962
O -0.1201 0.0845 -0.4058
O -0.0434 0.1112 0.1197
O 0.1505 -0.2474 0.0488
O 0.1427 -0.19 0.3379
O 0.1286 -0.1347 0.0289
O -0.1825 0.2162 0.2758
O 0.1895 -0.0566 0.4693
O -0.0387 0.239 0.3935
O -0.1972 0.1314 0.3427
Si 0.1069 -0.1411 -0.2872
Si -0.0889 0.0923 0.0237
Si -0.1469 -0.0743 0.0611
Si -0.2008 -0.0021 -0.1274
Si 0.0122 0.1022 -0.3499
Si -0.0136 0.1492 0.166
Si 0.0391 -0.0717 -0.3198
Si -0.0743 0.2508 -0.0396
Si 0.0531 0.1149 -0.2433
Si -0.0881 0.0678 -0.1841
Si -0.0326 0.0231 0.074
Si 0.0014 -0.0633 0.4251
Si 0.067 -0.0569 0.0264
Si 0.0296 0.1437 0.0882
Si 0.0474 0.0239 -0.2078
Si -0.038 -0.1651 -0.0163
Si -0.053 0.0275 -0.2472
Si -0.0242 0.0103 -0.3553
Si -0.0818 0.1334 0.1164
Si -0.1041 -0.0251 -0.2739
Si -0.0892 -0.151 0.0789
Si -0.0747 -0.0027 0.1333
Si 0.1592 -0.0763 0.1949
Si 0.0354 -0.1569 0.0852
Si -0.0758 -0.0834 0.2209
Si 0.0637 0.1005 0.0101
Si 0.026 -0.189 -0.3337
Si 0.0561 -0.0128 -0.0554
Si -0.0403 0.0634 -0.0308
Si 0.0589 -0.0555 0.2871
Si -0.0435 -0.0243 0.4223
Si 0.0084 -0.0788 0.0216
Si -0.0036 0.1031 0.4337
Si 0.0161 0.0427 -0.0579
Si -0.0115 0.1463 0.186
Si -0.0567 -0.0591 -0.0695
O -0.0379 -0.012 -0.0242
O 0.0866 -0.0282 -0.2229
O -0.0033 0.0379 0.018
O 0.0078 -0.0649 0.0376
O 0.0272 0.2272 0.2246
O -0.1799 -0.0904 0.2195
O 0.0818 -0.0083 0.0084
O -0.0458 -0.0471 0.1518
O 0.0421 -0.0209 0.0331
O 0.1367 -0.0558 -0.1618
O 0.0508 0.0091 0.1271
O -0.048 -0.0157 -0.0575
O -0.0353 0.0353 0.1265
O 0.0218 -0.0521 0.2226
O 0.0612 0.0482 -0.0432
O -0.0554 0.0326 -0.11
O -0.0104 -0.1213 0.1107
O 0.0439 -0.0325 0.0338
O 0.0319 0.0137 -0.1184
O -0.008 0.0306 -0.1181
O 0.0781 -0.0086 0.1673
O -0.0015 -0.0056 0.0476
O 0.0288 -0.0582 0.0248
O -0.0097 0.0575 -0.0197
O 0.0158 0.0165 -0.1055
O -0.106 0.125 -0.1219
O 0.0378 -0.0177 0.104
O -0.0753 0.0741 0.1542
O -0.0563 0.0425 0.0184
O 0.0028 0.0487 0.099
O 0.0115 0.0371 -0.0288
O 0.0529 0.0374 -0.0127
O 0.0149 0.0029 0.0867
O 0.0653 0.0554 -0.1377
O 0.0242 -0.0257 -0.0451
O -0.0117 0.0051 0.0005
O 0.0481 -0.0131 -0.1502
O -0.0085 0.0177 0.0965
O -0.033 -0.028 0.0156
O -0.0476 -0.0448 -0.1615
O 0.0387 -0.0287 0.113
O -0.0111 -0.0403 -0.0044
O 0.0064 -0.0557 0.0074
O 0.0442 0.0157 -0.0387
O -0.0472 0.021 0.0122
O -0.0818 0.0289 0.0725
O 0.0014 -0.0461 -0.0991
O 0.0268 -0.0003 -0.0373
O 0.0818 0.0452 0.2402
O 0.0337 0.0412 -0.121
O -0.1159 -0.2246 -0.174
O 0.0156 -0.1262 0.2021
O 0.0072 0.0329 -0.0581
O -0.0188 -0.0062 0.0757
O -0.0103 -0.0221 -0.0176
O 0.0337 0.062 -0.0429
O 0.0006 -0.0871 -0.0306
O 0.0105 0.04 0.1646
O 0.0413 -0.0065 -0.1026
O 0.0123 -0.0288 -0.029
O 0.0053 0.054 -0.0854
O 0.04 -0.0391 0.021
O 0.0055 -0.0023 -0.0271
O -0.0061 0.0955 -0.275

The program warned: the cutoff lies below the one the program advises for these potential files; the forces do not sum to zero within the program's tolerance; the exchange-correlation potential is rough where the density is thin.
